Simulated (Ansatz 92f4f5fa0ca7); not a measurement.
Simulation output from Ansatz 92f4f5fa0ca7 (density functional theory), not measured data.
Periodic cell of 219 atoms, Si133O78N8, from a study of silicon, its oxide and their interface. The atomic structure is a simulated model.
Doubt: the cutoff is far below the 930 eV that the study's wrapper takes by default for these files, so forces and energies are approximate.
This geometry differs little from another in the collection (a relaxation step or a small displacement).

Settings: functional PBE; potential files Ansatz PAW; basis plane waves; wave-function cutoff 580 eV; density cutoff ratio 5; exchange-correlation grid ratio 1; k mesh 1 x 1 x 1, Gamma-centred; self-consistency stop 5e-08 eV per atom in the density residual; occupations fixed; spin none; net charge 0.

Cell vectors (angstrom)
a	10.938	0	0
b	0	10.938	0
c	0	0	31.3269

Atoms and the computed forces on them: element, x, y, z (angstrom), force x, y, z (eV/angstrom)
Si	0.187	-0.3542	24.0429	0.0659	-0.2415	-0.2915
Si	5.0533	0.1963	23.7985	-0.051	0.2157	-0.3653
Si	2.8995	2.5712	23.9601	0.1689	-0.0353	-0.233
Si	7.8399	3.0544	23.7584	-0.0122	0.2079	-0.3034
Si	-0.4628	5.673	23.8682	-0.223	-0.0612	-0.324
Si	5.5431	5.2663	23.8473	0.0452	-0.0445	-0.0836
Si	2.5679	8.3551	23.941	-0.1906	-0.0588	-0.2578
Si	8.2951	8.0036	23.7806	-0.0013	-0.0856	-0.0185
Si	1.2901	1.3817	25.1838	-0.0858	0.0623	0.1992
Si	6.8011	1.3216	24.9985	-0.0432	-0.0595	0.118
Si	4.0849	4.0923	25.258	0.034	-0.0436	0.046
Si	9.3731	4.139	25.2312	-0.0131	0.0243	0.0579
Si	1.3197	6.7061	25.0836	0.0923	0.1036	0.1048
Si	6.7493	6.8403	25.1363	0.0629	-0.0064	0.049
Si	4.0445	9.602	25.2502	0.0221	-0.0138	0.4769
Si	9.4582	9.4947	25.2172	0.0278	-0.0086	0.0021
Si	2.6783	0.0464	26.5927	0.0483	-0.0474	-0.0822
Si	8.1602	0.0286	26.5039	-0.0185	-0.0305	-0.0184
Si	-0.068	2.7893	26.5228	0.0332	-0.0585	-0.0346
Si	5.4994	2.6873	26.5246	-0.0209	0.0312	-0.008
Si	2.7095	5.4672	26.5495	-0.0168	-0.0189	-0.0162
Si	8.1095	5.5347	26.5954	-0.0262	0.0176	-0.0561
Si	0.0133	8.1622	26.5181	-0.0181	-0.0365	0.0352
Si	5.4521	8.2338	26.546	0.0201	0.0027	-0.0883
Si	4.1018	1.3673	27.9086	0.1079	0.0669	0.1448
Si	9.5708	1.3673	27.9086	-0.1598	0.0755	-0.2097
Si	1.3673	4.1018	27.9086	-0.2199	-0.0268	0.0251
Si	6.8362	4.1018	27.9086	-0.2319	-0.2	0.203
Si	4.1018	6.8362	27.9086	-0.1342	0.153	-0.0754
Si	9.5708	6.8362	27.9086	0.0514	0.0393	0.1177
Si	1.3673	9.5708	27.9086	-0.2395	-0.1602	0.0756
Si	6.8362	9.5708	27.9086	-0.0267	0.1803	-0.0258
Si	0	0	29.2759	-0.0327	-0.1546	-0.0344
Si	5.469	0	29.2759	-0.0958	-0.0366	0.0071
Si	2.7345	2.7345	29.2759	0.0773	-0.0465	-0.0165
Si	8.2035	2.7345	29.2759	-0.006	0.0352	0.0056
Si	0	5.469	29.2759	-0.0696	-0.0306	0.011
Si	5.469	5.469	29.2759	-0.0943	-0.2148	-0.0024
Si	2.7345	8.2035	29.2759	0.0094	0.0204	0.0066
Si	8.2035	8.2035	29.2759	0.1655	0.0539	-0.0159
Si	1.3673	1.3673	30.6431	-0.0222	0.0144	-0.0242
Si	6.8362	1.3673	30.6431	0.0088	0.0079	-0.0399
Si	4.1018	4.1018	30.6431	-0.0801	0.1226	0.0185
Si	9.5708	4.1018	30.6431	0.0481	-0.0455	-0.02
Si	1.3673	6.8362	30.6431	-0.0098	-0.0101	-0.0308
Si	6.8362	6.8362	30.6431	-0.0118	0.054	-0.0307
Si	4.1018	9.5708	30.6431	0.0474	0.0193	-0.0234
Si	9.5708	9.5708	30.6431	-0.0787	0.0618	0.0152
Si	2.7345	0	0.6835	0.053	-0.0454	0.0255
Si	8.2035	0	0.6835	0.0363	-0.0334	0.0129
Si	0	2.7345	0.6835	-0.0387	0.0419	0.0222
Si	5.469	2.7345	0.6835	0.0304	-0.0864	-0.0095
Si	2.7345	5.469	0.6835	0.0273	-0.0367	0.0235
Si	8.2035	5.469	0.6835	0.0625	-0.0817	0.0244
Si	0	8.2035	0.6835	0.0558	-0.0284	-0.0111
Si	5.469	8.2035	0.6835	-0.1452	0.0628	0.0175
Si	4.1018	1.3673	2.0507	0.0361	0.1308	0.0318
Si	9.5708	1.3673	2.0507	-0.0109	-0.0046	-0.04
Si	1.3673	4.1018	2.0507	0.0108	0.0042	-0.0564
Si	6.8362	4.1018	2.0507	-0.0714	0.0641	0.086
Si	4.1018	6.8362	2.0507	0.0892	0.0035	-0.0927
Si	9.5708	6.8362	2.0507	0.0185	0.1634	0.0743
Si	1.3673	9.5708	2.0507	-0.1531	-0.016	0.0766
Si	6.8362	9.5708	2.0507	0.1098	0.0705	-0.0167
Si	0	0	3.418	-0.1266	-0.0083	-0.3012
Si	5.469	0	3.418	0.2418	0.161	0.355
Si	2.7345	2.7345	3.418	0.0326	0.1269	-0.4321
Si	8.2035	2.7345	3.418	0.3193	-0.3551	0.4157
Si	0	5.469	3.418	0.4766	-0.0981	0.4393
Si	5.469	5.469	3.418	-0.093	0.52	-0.5703
Si	2.7345	8.2035	3.418	0.0995	-0.4801	0.5048
Si	8.2035	8.2035	3.418	-0.012	0.0741	-0.1867
Si	1.4236	1.3243	4.7193	0.0193	-0.0283	0.0731
Si	6.8473	1.3889	4.8768	-0.0544	0.0706	-0.0179
Si	4.0464	4.2017	4.7059	-0.0234	0.0192	0.0192
Si	9.6716	4.0346	4.8012	-0.0346	0.0571	-0.0094
Si	1.4324	6.7656	4.922	-0.0074	-0.0278	-0.0004
Si	6.8491	6.8267	4.7529	0.0022	0.0232	0.1252
Si	4.1721	9.509	4.7793	-0.0544	0.0588	0.0302
Si	9.5573	9.5908	4.7694	0.0041	-0.0492	0.0353
Si	2.8235	-0.014	6.0642	-0.0495	-0.0272	-0.0975
Si	8.2512	-0.0459	6.2894	-0.0378	0.0381	-0.1483
Si	0.2132	2.6978	6.1758	0.0439	0.0023	-0.0871
Si	5.4743	3.0352	6.0448	0.0835	-0.1025	-0.1954
Si	2.9342	5.3645	6.4393	-0.0215	0.1089	-0.1382
Si	8.2825	5.4696	6.0473	-0.0251	-0.0862	-0.2291
Si	-0.0095	8.2382	6.1367	0.0813	0.0764	-0.1402
Si	5.5745	8.2263	6.2124	-0.012	-0.0528	-0.2586
Si	4.0877	1.6051	7.2032	-0.0405	0.0101	0.1674
Si	9.9681	1.1182	7.4257	0.1777	-0.066	0.18
Si	1.8997	3.5517	7.7215	0.0643	-0.1035	0.16
Si	6.745	4.4896	7.505	-0.0678	0.0638	0.4059
Si	4.6203	6.6742	7.6842	0.0861	-0.178	0.2023
Si	9.3749	7.0026	7.3886	-0.111	0.0839	0.3081
Si	1.2166	9.8041	7.3851	-0.0556	0.148	0.0558
Si	7.1488	9.2432	7.683	0.0331	-0.0767	0.3219
O	4.1144	1.5385	23.5262	0.0238	-0.0078	0.0677
O	9.4376	6.8687	23.2743	0.0196	0.0323	0.083
N	3.0222	2.3231	8.4337	-0.0122	0.0134	-0.0158
O	6.43	9.8963	9.0667	0.004	0.0241	-0.081
O	12.2653	4.6968	20.5371	0.0173	-0.0357	-0.0242
O	5.4843	7.9311	20.981	-0.0008	0.0045	-0.0033
N	6.0196	5.8503	8.456	0.0945	0.0898	-0.0487
O	7.4344	3.4607	8.584	-0.0614	0.0806	-0.126
O	5.4485	0.9191	7.8635	0.0213	-0.0011	0.0332
N	8.1017	7.8523	8.3195	0.0635	-0.0917	-0.0399
O	3.9311	7.4671	8.9646	0.0246	-0.012	-0.0647
O	1.0803	4.1327	9.0258	0.0005	0.0098	-0.0651
O	11.058	-0.0247	7.9228	-0.0008	-0.0312	-0.0668
O	7.8702	7.2023	12.9932	0.0022	0.009	-0.0072
O	8.5643	2.5245	22.3695	-0.0424	0.0137	0.1108
O	-0.1886	10.8307	22.4513	0.0714	-0.0125	0.1699
O	6.6869	4.1808	23.2821	0.0217	-0.0548	0.0797
O	2.3147	3.3146	22.5959	0.0176	-0.0209	0.0806
O	7.5012	8.8072	22.5386	0.0069	0.009	0.0025
N	5.057	10.3194	22.2149	0.0167	0.0262	0.0421
Si	12.8541	4.0232	14.981	0.0122	0.0104	-0.0119
Si	9.3923	2.0976	21.0345	0.0454	0.0114	0.0218
Si	9.0836	4.8149	11.2516	-0.0344	0.0101	0.0469
Si	20.7583	10.3607	15.4067	0.0014	-0.0112	-0.0112
Si	8.5183	1.4086	13.802	0.0141	-0.0085	0.0482
Si	3.2472	1.7495	10.1063	-0.0269	0.0494	0.0178
Si	-1.9932	8.2762	17.6664	0.0078	0.0097	-0.0171
Si	-4.9862	11.4417	9.3521	-0.0087	-0.0009	0.0149
Si	10.3857	2.2208	15.8624	-0.0573	-0.0084	-0.0044
Si	2.0435	10.1652	11.557	0.0044	0.0368	0.0532
Si	19.422	13.4192	18.25	0.0096	-0.0226	0.0152
Si	0.776	7.3024	17.788	-0.0041	0.008	0.0007
Si	11.8988	3.7053	21.7626	-0.0544	0.0267	0.0158
Si	5.3624	8.5993	14.0855	-0.0077	-0.0245	-0.0116
Si	4.1657	7.0934	21.5259	-0.0451	-0.0208	0.0064
Si	6.2798	9.2766	21.5199	0.0102	0.0159	-0.0065
Si	7.4454	-2.5202	12.028	0.0261	-0.031	0.0435
Si	18.1455	17.7433	9.4667	-0.0845	-0.0589	-0.0665
Si	-2.1418	6.2223	13.8651	-0.0049	0.0147	0.021
Si	13.9213	-3.6213	12.493	0.0113	-0.0058	0.0686
Si	8.2409	2.4684	9.5785	-0.0003	0.0441	0.0509
Si	9.976	10.1828	12.4628	0.0034	0.0037	0.0597
Si	6.8545	6.6204	16.1632	0.0289	-0.0004	-0.0042
Si	0.3971	5.535	9.4807	-0.0253	-0.0081	0.0817
Si	1.9042	-1.0726	19.0759	0.0209	-0.0276	0.0137
Si	0.847	11.5079	21.3695	-0.0283	0.0106	0.0041
Si	2.4008	5.3145	19.4992	-0.0086	0.0193	0.0316
Si	8.1842	-0.2443	19.508	-0.0162	0.0048	-0.0147
Si	3.501	4.11	12.3067	0.0214	-0.0027	0.0342
Si	3.4502	9.9268	21.5849	-0.0228	-0.0473	0.0294
Si	3.6858	11.1026	14.1826	-0.0069	-0.0057	-0.0071
Si	14.2225	3.1959	17.496	-0.0136	0.0013	-0.0058
Si	5.7122	13.5691	13.7315	-0.0084	0.0172	0.0094
Si	2.5178	-2.9925	9.6105	0.0022	0.0082	0.0374
Si	0.8028	6.9634	14.7341	-0.0069	0.0049	0.0166
Si	6.0375	3.759	16.7167	0.0152	-0.0187	-0.0114
Si	1.7152	-10.2644	16.6134	0.0116	0.0002	-0.0004
O	6.3764	9.2473	12.9539	-0.0123	0.0101	-0.0061
O	-0.8442	7.1508	17.9668	0.0069	-0.0034	0.0007
O	10.6232	5.2561	10.9179	0.0329	0.0167	-0.0561
O	2.3704	11.144	21.9485	0.0055	0.0135	0.0098
O	1.254	-2.5381	18.8887	-0.0014	0.0035	-0.0086
O	7.1225	1.9801	13.2048	0.0112	-0.0056	-0.0115
O	3.1774	3.1027	11.0471	-0.0084	-0.0385	-0.0356
O	3.4249	6.337	20.2734	0.0023	-0.0115	-0.026
O	4.5745	9.8585	14.7516	0.0097	-0.001	0.0062
O	2.6907	11.6257	15.331	-0.0041	0.0016	-0.006
O	2.5335	3.6369	13.5348	-0.0084	0.0071	-0.0157
O	18.2992	3.4216	17.5844	-0.0099	0.0091	-0.0081
O	7.2391	1.2611	9.9878	-0.0169	-0.0218	-0.0421
O	9.5379	1.8509	8.8343	0.0029	-0.0203	-0.0731
O	7.5542	-3.4728	17.3902	-0.0166	-0.006	0.0011
O	8.877	2.9988	19.7595	0.0121	-0.0115	-0.0002
O	2.2023	12.9023	17.5502	0.0076	0.0071	0.0009
O	3.3062	9.783	19.9417	0.0087	0.0089	0.0047
O	8.111	5.7204	10.2942	0.0121	0.0192	-0.0366
O	5.8988	5.4106	16.7401	-0.0076	0.0011	0.0016
O	4.6355	1.4141	13.7745	0	-0.0089	-0.005
O	10.2249	6.013	8.4055	-0.0042	0.0094	-0.0461
O	1.1725	16.3605	14.9233	-0.0106	-0.0175	-0.0138
O	4.8731	2.8405	17.4161	0.0015	0.0058	-0.0068
O	11.3476	-0.8945	11.6172	0.0095	0.0019	-0.0322
O	13.698	-0.3434	12.9515	0.0043	0.0014	-0.0115
O	1.528	6.6664	9.6065	-0.0046	-0.0245	-0.0274
O	3.1713	5.7177	11.9933	-0.0029	0.0069	-0.0221
N	3.1211	8.2992	22.2627	0.0114	0.0553	-0.0139
O	2.1296	-0.5852	17.5506	-0.0036	0.0002	-0.0069
O	8.7643	3.2626	10.8944	-0.011	-0.0216	-0.0412
O	1.3169	9.4088	23.9272	-0.0968	0.062	-0.0103
O	5.0711	14.7502	12.7625	-0.0135	-0.0067	-0.0188
O	17.0334	3.2845	15.1643	-0.0069	-0.0011	0.0045
O	9.4083	0.7877	12.5671	-0.0049	0.007	-0.0096
N	0.0163	11.5169	16.084	0.0041	0.0143	-0.0084
O	1.8937	9.163	8.7381	-0.0022	0.0013	-0.0248
O	20.7408	2.6862	17.307	-0.0155	0.0062	0.0003
O	1.5826	-4.9702	18.2403	0.0087	-0.0131	0.0082
O	9.3929	9.1336	16.3567	-0.0007	-0.0093	-0.003
O	8.4243	0.2209	14.9678	0.0125	0.0089	-0.0201
O	16.9771	7.7259	15.281	-0.0063	0.0059	0.0033
O	8.0023	-5.0596	15.246	0.0023	0.005	-0.0089
O	10.8841	15.5934	22.6297	0.0689	0.0241	0.0809
O	9.0723	11.4717	20.6386	0.0116	-0.0114	0.0074
O	-1.9843	4.9283	12.8769	-0.0004	0.0025	-0.0525
O	8.875	9.3496	18.8931	0.0025	0.0059	0.0036
N	11.1393	2.2111	21.2875	-0.0445	0.0078	0.0003
O	13.9925	4.0755	16.1336	-0.0022	-0.0024	-0.0026
O	4.6984	0.958	10.3003	0.0176	-0.0231	-0.0501
O	11.7826	-0.1025	19.8739	-0.0072	-0.0109	-0.0184
O	17.7859	10.1251	20.2459	-0.0006	-0.0161	-0.0045
O	2.2344	0.5249	10.54	0.0007	-0.0044	-0.0339
N	2.6859	8.5245	11.2199	0.0028	-0.009	-0.0345
O	1.0579	7.6785	16.1991	0.0045	0.0023	0.0016
O	10.3693	20.6552	13.9953	-0.0067	-0.0012	-0.0002
O	3.2086	4.0643	18.8626	-0.0115	0.0112	0.0015
O	7.9571	0.9057	18.3416	0.0086	0.0071	0.003
O	10.1914	6.9553	14.2457	0.0127	-0.0121	-0.0057
O	9.3419	13.4877	14.6421	0.0118	-0.0034	-0.0201
O	11.7455	2.961	15.4387	0.0096	0.0041	0.0058
O	12.6904	-3.3789	13.5543	-0.0022	-0.007	-0.0183
O	-4.2304	-3.1394	10.6932	-0.0173	-0.0035	-0.0866
O	4.3647	7.5938	13.2921	-0.002	0.0102	-0.0106
O	8.7952	9.2981	11.7299	0.0075	0.004	-0.0256
O	4.679	5.9634	22.6079	0.0105	0.0024	0.0182

Results
free energy: -131993.457 eV
free energy less fixed offsets of N -385.13, O -568.88, Si -635.61 eV per atom: -3.647 eV

The program warned: the cutoff lies below the one the program advises for these potential files; the forces do not sum to zero within the program's tolerance; the exchange-correlation potential is rough where the density is thin.
